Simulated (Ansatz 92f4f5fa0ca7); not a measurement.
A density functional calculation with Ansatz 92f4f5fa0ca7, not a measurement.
Periodic cell of 220 atoms, Si132O88, from a study of silicon, its oxide and their interface. The atomic structure is a simulated model.
Doubt: the cutoff is far below the 930 eV that the study's wrapper takes by default for these files, so forces and energies are approximate.
This geometry differs little from another in the collection (a relaxation step or a small displacement).

Settings
functional: PBE
potential files: Ansatz PAW
basis: plane waves
wave-function cutoff: 580 eV
density cutoff ratio: 5
exchange-correlation grid ratio: 1
k mesh: 1 x 1 x 1, Gamma-centred
self-consistency stop: 5e-08 eV per atom in the density residual
occupations: fixed
spin: none
net charge: 0

Cell vectors (angstrom)
a	10.938	0	0
b	0	10.938	0
c	0	0	32.5425

Atoms: element, x, y, z (angstrom)
Si	-0.2546	0.2805	25.1503
Si	5.6593	-0.2934	25.1306
Si	2.3675	2.9836	25.0762
Si	8.4656	2.51	25.113
Si	0.1296	5.2356	24.9355
Si	5.2248	5.7767	25.0802
Si	2.977	8.003	25.0162
Si	7.9032	8.4225	25.0704
Si	1.3026	1.4247	26.4728
Si	6.819	1.3607	26.3662
Si	4.047	4.1284	26.3172
Si	9.5776	4.1167	26.4063
Si	1.3269	6.8338	26.2695
Si	6.7866	6.8739	26.4437
Si	4.0785	9.5329	26.4451
Si	9.5216	9.5755	26.372
Si	2.7156	0.0201	27.7549
Si	8.184	0.0096	27.7709
Si	-0.0315	2.777	27.825
Si	5.4385	2.7578	27.7083
Si	2.6996	5.4935	27.7257
Si	8.1881	5.484	27.7476
Si	-0.0076	8.2034	27.7052
Si	5.4493	8.2156	27.8257
Si	4.1018	1.3673	29.1243
Si	9.5708	1.3673	29.1243
Si	1.3673	4.1018	29.1243
Si	6.8362	4.1018	29.1243
Si	4.1018	6.8362	29.1243
Si	9.5708	6.8362	29.1243
Si	1.3673	9.5708	29.1243
Si	6.8362	9.5708	29.1243
Si	0	0	30.4915
Si	5.469	0	30.4915
Si	2.7345	2.7345	30.4915
Si	8.2035	2.7345	30.4915
Si	0	5.469	30.4915
Si	5.469	5.469	30.4915
Si	2.7345	8.2035	30.4915
Si	8.2035	8.2035	30.4915
Si	1.3673	1.3673	31.8588
Si	6.8362	1.3673	31.8588
Si	4.1018	4.1018	31.8588
Si	9.5708	4.1018	31.8588
Si	1.3673	6.8362	31.8588
Si	6.8362	6.8362	31.8588
Si	4.1018	9.5708	31.8588
Si	9.5708	9.5708	31.8588
Si	2.7345	0	0.6835
Si	8.2035	0	0.6835
Si	0	2.7345	0.6835
Si	5.469	2.7345	0.6835
Si	2.7345	5.469	0.6835
Si	8.2035	5.469	0.6835
Si	0	8.2035	0.6835
Si	5.469	8.2035	0.6835
Si	4.1018	1.3673	2.0507
Si	9.5708	1.3673	2.0507
Si	1.3673	4.1018	2.0507
Si	6.8362	4.1018	2.0507
Si	4.1018	6.8362	2.0507
Si	9.5708	6.8362	2.0507
Si	1.3673	9.5708	2.0507
Si	6.8362	9.5708	2.0507
Si	0	0	3.418
Si	5.469	0	3.418
Si	2.7345	2.7345	3.418
Si	8.2035	2.7345	3.418
Si	0	5.469	3.418
Si	5.469	5.469	3.418
Si	2.7345	8.2035	3.418
Si	8.2035	8.2035	3.418
Si	1.4304	1.3001	4.782
Si	6.8618	1.3682	4.8613
Si	4.1752	4.0374	4.7932
Si	9.5822	4.0712	4.7706
Si	1.4063	6.7983	4.747
Si	6.7787	6.8689	4.7335
Si	4.1217	9.5637	4.8285
Si	9.5613	9.6157	4.7428
Si	2.8188	-0.0169	6.2693
Si	8.2659	0.0208	6.2404
Si	0.0372	2.6729	6.0913
Si	5.5734	2.7561	6.3241
Si	2.7631	5.4021	6.0879
Si	8.159	5.4867	6.0065
Si	0.0498	8.2382	5.9885
Si	5.4644	8.1953	6.2265
Si	3.9302	1.6357	7.6253
Si	9.9965	1.0913	7.5241
Si	1.6084	3.8038	7.3784
Si	6.7258	4.4861	7.5776
Si	4.29	6.5237	7.451
Si	9.3609	7.0852	7.1554
Si	1.1948	9.6547	7.4509
Si	7.1563	9.2905	7.4841
O	1.2713	4.0998	24.5068
O	6.7921	9.559	24.5898
O	2.7406	2.7347	7.9136
O	8.3026	8.1527	7.8563
O	5.4872	5.5082	7.9894
O	0.0963	-0.1412	7.9044
O	4.108	6.8808	24.5473
O	9.5698	1.3842	24.5967
O	1.6445	8.8544	8.8339
O	0.8976	4.2723	8.7852
O	9.7695	1.7754	9.0323
O	6.629	9.8545	8.9528
O	4.4576	1.2406	9.1468
O	3.4461	6.9239	8.8096
O	7.5509	4.2053	9.0054
O	10.064	6.2413	8.353
O	2.9074	2.1369	23.7712
O	4.838	0.2439	23.8129
O	7.923	3.299	23.7732
O	10.2966	5.7666	23.56
O	8.4363	7.6721	23.7113
O	2.4452	8.758	23.6514
O	6.0547	5.2492	23.7562
O	0.5561	10.624	23.8662
Si	3.176	9.2654	11.919
Si	8.204	4.7911	10.3861
Si	7.0528	4.7576	17.4905
Si	4.2932	1.5997	23.1055
Si	12.3639	3.3579	19.2176
Si	7.9864	-2.9519	14.5396
Si	1.0938	9.3712	22.9721
Si	4.0164	12.9164	20.0881
Si	-2.3824	2.9491	12.6559
Si	-3.9359	14.1837	20.1338
Si	1.1786	-4.4616	18.5956
Si	0.8386	11.1783	12.446
Si	10.2905	9.7856	14.8447
Si	-6.0377	3.1399	16.0439
Si	7.164	10.2529	10.4429
Si	0.6388	17.6673	15.488
Si	-1.4037	4.1992	15.4284
Si	0.0041	5.4468	9.4356
Si	4.9915	7.4568	13.4961
Si	6.557	3.8569	23.0825
Si	7.4359	7.6883	17.4191
Si	9.7943	1.0744	10.5127
Si	2.1426	11.6222	18.1934
Si	9.7835	1.8888	19.7548
Si	4.6059	0.7975	10.7013
Si	3.0044	2.2178	13.0108
Si	2.2116	7.5571	9.6473
Si	5.8602	9.6527	15.6458
Si	3.1301	5.0392	14.4119
Si	9.7106	7.1355	22.838
Si	11.2675	10.2316	20.2368
Si	7.2947	-3.6002	11.77
Si	-1.3818	7.5774	19.7808
Si	3.5822	0.5568	15.757
Si	9.609	12.3678	16.562
Si	7.0401	1.5117	14.7754
O	4.2966	9.9915	15.7661
O	10.2117	-0.0554	16.0883
O	8.6479	-0.0676	10.4632
O	0.1162	8.2934	14.9737
O	4.3397	-4.7722	14.1861
O	2.8076	14.0448	20.1202
O	1.8129	5.9938	14.5326
O	-1.8007	14.8248	13.8557
O	-2.8868	1.5509	16.0396
O	-1.0907	4.7924	10.4535
O	10.4349	-4.4141	18.9524
O	8.3065	7.4089	16.011
O	-3.2086	1.7084	13.3224
O	3.4207	12.1649	14.2721
O	1.3472	9.9384	21.4771
O	8.1666	7.1227	13.1808
O	8.2746	2.2244	20.3167
O	10.2037	9.0451	19.9945
O	4.0679	1.264	21.5485
O	-3.6796	8.9041	11.3744
O	6.8191	4.1055	21.5061
O	8.2303	7.9047	18.8
O	12.1238	10.5305	18.8909
O	6.5573	6.3248	17.5101
O	-2.7237	4.4949	16.367
O	9.6318	2.2015	11.682
O	10.7261	10.7428	13.5981
O	5.9244	2.7207	14.8188
O	6.4408	10.9255	14.8448
O	-0.5459	16.5223	15.4041
O	-2.2183	-1.5257	14.4341
O	4.0176	1.9061	11.7538
O	-7.3728	11.7533	19.0145
O	2.8123	7.9407	11.1015
O	5.7741	6.918	12.1978
O	2.1157	-3.6071	19.4858
O	6.1958	8.2749	14.5476
O	9.2071	6.9681	21.285
O	1.4874	12.6641	12.6746
O	-0.0419	8.2235	22.9553
O	6.5478	9.0513	16.9962
O	-3.4448	4.297	18.9772
O	2.2577	0.2287	16.6129
O	-0.0467	3.0993	19.9498
O	1.4931	4.7939	18.5324
O	3.8641	10.2988	10.8945
O	5.4022	2.7551	23.337
O	3.6515	4.1309	15.6695
O	5.5507	13.4719	19.7853
O	-3.2697	3.9081	11.658
O	4.0899	8.7528	13.182
O	6.1689	0.4649	11.0434
O	9.5936	1.4711	18.1714
O	-0.6411	13.7625	15.9648
O	4.4198	1.6832	16.6036
O	1.4864	13.1079	18.0777
O	5.7254	-7.0417	17.1799
O	1.0381	6.5163	10.0869
O	1.2454	6.9484	16.9399
O	1.9192	9.9837	12.5882
O	7.7706	6.3676	10.5862
O	11.1569	0.2677	10.9362
O	10.3468	11.5469	20.5859
O	2.9941	3.8528	13.2519

Results
free energy: -133959.250 eV
free energy less fixed offsets of O -568.88, Si -635.61 eV per atom: 2.710 eV

Forces (eV/angstrom), in the order of the atoms: element, x, y, z
Si	-0.0377	0.0539	-0.0235
Si	0.05	-0.0664	-0.0509
Si	-0.0449	0.0324	-0.0775
Si	0.0333	-0.02	-0.0497
Si	0.025	-0.0612	-0.0322
Si	-0.026	0.0531	-0.0499
Si	0.0701	-0.0404	-0.0146
Si	-0.0666	0.0402	-0.0274
Si	-0.022	0.0147	0.0183
Si	0.0178	-0.0128	0.0192
Si	-0.0163	0.0168	0.0191
Si	0.0221	-0.0162	0.0156
Si	0.0165	-0.016	0.0027
Si	-0.0146	0.0256	0.0243
Si	0.0169	-0.0212	0.0151
Si	-0.0184	0.0167	0.0134
Si	0.0113	-0.019	-0.0021
Si	-0.0048	-0.0011	-0.0219
Si	-0.0036	0.0077	-0.0123
Si	0.0141	-0.0148	0.0012
Si	0.0018	0.001	-0.0029
Si	0.0019	-0.0065	-0.0081
Si	-0.0014	0.0014	-0.006
Si	-0.0009	0.0027	-0.0216
Si	0.0358	0.1098	-0.1664
Si	-0.1871	-0.013	0.2655
Si	0.1145	0.2868	0.2361
Si	-0.119	-0.0257	-0.2315
Si	-0.2859	-0.1701	0.1759
Si	0.0654	0.0569	-0.207
Si	-0.1093	-0.0696	-0.2188
Si	0.0174	0.1491	0.344
Si	-0.0341	-0.0208	-0.0199
Si	0.0796	-0.0148	0.0051
Si	0.0209	0.0446	-0.021
Si	-0.0198	-0.1168	0.0052
Si	0.0741	0.0043	-0.0038
Si	-0.0707	-0.0434	-0.0145
Si	0.0183	-0.0663	-0.001
Si	0.0176	0.0372	-0.0216
Si	0.0006	0.0004	-0.021
Si	-0.0262	0.0651	-0.0048
Si	0.0222	-0.0245	0.0015
Si	0.0151	0.0617	-0.0381
Si	-0.0854	0.0055	-0.0201
Si	0.0127	0.0198	-0.0264
Si	-0.0444	0.02	-0.0289
Si	-0.0088	-0.0125	-0.0066
Si	0.0457	-0.0424	0.0274
Si	-0.002	-0.0077	0.0086
Si	-0.0249	-0.0255	0.0122
Si	0.0196	-0.0374	0.0285
Si	0.0001	0.0454	0.0013
Si	0.0061	-0.0428	0.024
Si	0.0645	-0.0143	0.0206
Si	-0.003	-0.0038	0.0165
Si	-0.0533	0.0737	0.0011
Si	0.0593	0.0358	0.0032
Si	-0.0192	0.0318	0.0175
Si	-0.0118	0.0559	0.0202
Si	-0.0245	-0.0547	-0.0165
Si	-0.023	0.0203	0.0255
Si	-0.0886	0.0114	0.0099
Si	0.0769	0.0093	-0.0084
Si	0.196	0.1019	-0.3281
Si	0.1277	0.0689	0.4342
Si	0.2945	-0.2672	0.0315
Si	-0.0897	-0.1963	0.0857
Si	0.001	-0.1756	-0.1158
Si	-0.2046	-0.1226	-0.292
Si	0.2463	0.0808	0.0297
Si	-0.1252	0.1803	-0.1888
Si	0.0081	0.0176	0.0052
Si	0.0008	0.0092	0.0132
Si	0.0072	-0.0196	0.0157
Si	-0.019	0.0059	0.007
Si	-0.0051	0.0004	-0.0011
Si	0.0085	0.0197	0.0357
Si	-0.0011	0.0101	0.0291
Si	-0.0262	-0.019	0.0128
Si	0.0079	-0.0031	-0.02
Si	0.0074	-0.008	-0.0134
Si	0.0206	-0.0135	-0.0278
Si	-0.0188	0.0185	-0.0196
Si	0.0211	-0.0047	-0.0151
Si	-0.0081	0.0107	-0.0315
Si	-0.0069	0.0123	-0.0097
Si	0.0102	-0.0115	-0.0291
Si	0.0014	-0.0047	0.0683
Si	-0.0231	-0.0067	0.0939
Si	0.0326	-0.0607	0.0767
Si	-0.03	-0.0032	0.0487
Si	0.0518	-0.0339	0.0549
Si	-0.041	0.0115	0.0599
Si	0.0265	0.0218	0.0391
Si	0.016	0.0048	0.0296
O	-0.0071	0.0252	0.0245
O	-0.0043	0.0206	0.0308
O	-0.0243	0.025	-0.012
O	0.0407	-0.0258	-0.0092
O	-0.0339	0.0234	-0.0028
O	-0.0181	-0.0036	-0.0097
O	-0.026	0.0189	0.0321
O	-0.0021	-0.0168	0.0433
O	-0.022	0.0332	-0.034
O	0.025	-0.0092	-0.0578
O	0.0056	-0.0311	-0.0554
O	0.0117	-0.0239	-0.019
O	-0.016	0.0152	-0.0614
O	0.0651	-0.0219	-0.0563
O	-0.023	0.0016	-0.0529
O	-0.023	0.0449	-0.0442
O	-0.0084	-0.0004	0.0373
O	0.0151	-0.0215	0.0709
O	-0.0013	-0.0007	0.0372
O	0.0036	0.014	0.0156
O	0.0052	0.0021	0.0377
O	0.0098	-0.0075	0.0484
O	-0.0031	0.0023	0.0401
O	0.0023	-0.0058	0.0172
Si	0.0647	-0.0129	0.0307
Si	0	0.0031	0.0299
Si	-0.0284	0.0103	0.0846
Si	0.0084	0.0175	-0.0595
Si	0.0273	0.1038	-0.0072
Si	0.2039	-0.0074	0.0256
Si	-0.0003	0.015	-0.0861
Si	-0.0346	0.0291	0.0044
Si	-0.004	-0.0155	0.0093
Si	0.0043	0.0003	0.0223
Si	0.301	-0.2112	0.0069
Si	-0.0224	0.0504	-0.0097
Si	0.0306	-0.0024	0.0497
Si	-0.0131	-0.0009	0.0664
Si	0.1266	0.0201	0.0634
Si	0.084	0.0289	0.1656
Si	0.0083	-0.0031	0.0474
Si	-0.0107	0.0144	0.0118
Si	-0.194	-0.0523	-0.0875
Si	0.0129	-0.0025	-0.0723
Si	-0.0335	-0.0407	0.0603
Si	-0.0092	-0.0444	0.0127
Si	-0.0215	0.0094	0.086
Si	0.0299	0.0358	0.0521
Si	-0.0008	0.0074	0.0062
Si	-0.0036	0.0028	0.0229
Si	-0.0176	0.0009	-0.0124
Si	-0.0252	0.1093	0.1495
Si	-0.0135	-0.0216	0.0436
Si	-0.0217	-0.0087	-0.0566
Si	-0.0477	-0.0697	-0.0263
Si	-0.041	0.0305	-0.0368
Si	0.1049	0.1356	0.0286
Si	-0.0001	0.0434	0.0536
Si	0.0095	-0.0058	0.0567
Si	0.0238	0.0238	0.0248
O	0.0392	-0.0405	-0.0484
O	-0.0039	-0.0045	-0.0359
O	-0.1007	-0.0574	0.0151
O	-0.0272	0.0105	-0.0418
O	0.0561	0.0793	-0.0281
O	0.0483	-0.0532	-0.0032
O	0.0085	0.0001	-0.0268
O	-0.0077	-0.0007	-0.0102
O	-0.0115	-0.0021	-0.0335
O	0.0136	0.0024	-0.0035
O	0.6694	-0.2187	-0.4147
O	-0.0507	0.0158	-0.0537
O	-0.0064	0.0003	0.0122
O	0.001	-0.0148	-0.0171
O	-0.0017	-0.0051	0.0553
O	-0.041	0.0217	0.0282
O	-0.0107	0.0079	-0.023
O	-0.0044	-0.1282	-0.0299
O	0.0053	-0.0126	0.0234
O	-0.02	0.0521	-0.0401
O	-0.0038	0.001	0.0209
O	-0.0063	0.0139	-0.0288
O	-0.0249	0.0058	-0.0128
O	0.0227	0.0132	-0.0513
O	0.0082	0.0009	-0.0401
O	0.0061	-0.0122	-0.0084
O	-0.0281	-0.0121	-0.009
O	-0.0047	-0.0027	-0.0153
O	-0.0042	-0.0658	-0.0215
O	-0.0187	0.0132	-0.0413
O	-0.0552	-0.0283	-0.0165
O	0.0184	-0.0078	-0.011
O	0.0148	0.0211	-0.0147
O	-0.0434	-0.1096	-0.0084
O	0.0547	0.0403	0.0599
O	-0.3821	-0.1012	0.0157
O	-0.0179	-0.0088	0.0051
O	0.0075	0.0041	0.0074
O	-0.0255	-0.0012	0.009
O	0.0064	0.005	0.0318
O	-0.0177	0.007	-0.1093
O	0.0043	-0.0048	-0.0287
O	-0.0139	-0.0001	-0.0366
O	-0.0277	-0.0358	-0.0283
O	-0.419	0.8346	-0.1719
O	0.0785	0.0263	-0.0825
O	-0.0063	-0.0014	0.0225
O	0.0053	-0.0011	-0.0366
O	-0.0038	-0.0021	-0.0172
O	0.0001	0.0179	-0.0101
O	0.1033	-0.0965	0.0589
O	0.0563	-0.0151	-0.0087
O	-0.003	0.0045	-0.0193
O	-0.0066	-0.006	-0.0335
O	0.0033	-0.0139	-0.0472
O	0.0036	-0.0016	-0.0247
O	0.0124	0.001	-0.0346
O	-0.0432	-0.0324	-0.0075
O	-0.2571	-0.3725	0.579
O	-0.0428	0.0428	0.0895
O	0.001	-0.0059	0.0117
O	-0.0395	0.0197	-0.0158
O	0.0101	-0.0078	-0.0112
O	0.0089	0.0335	0.0118

The program warned: the cutoff lies below the one the program advises for these potential files; the exchange-correlation potential is rough where the density is thin.
